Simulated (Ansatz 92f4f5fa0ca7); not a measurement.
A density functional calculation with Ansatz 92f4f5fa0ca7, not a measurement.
Periodic cell of 226 atoms, Si133O92B1, from a study of silicon, its oxide and their interface. The atomic structure is a simulated model.
Doubt: the cutoff is far below the 930 eV that the study's wrapper takes by default for these files, so forces and energies are approximate.

Settings: functional PBE; potential files Ansatz PAW; basis plane waves; wave-function cutoff 580 eV; density cutoff ratio 5; exchange-correlation grid ratio 1; k mesh 1 x 1 x 1, Gamma-centred; self-consistency stop 5e-08 eV per atom in the density residual; occupations fixed; spin none; net charge -1 e, with a uniform compensating background and no finite-size correction.

Cell vectors (angstrom)
a 10.938 0 0
b 0 10.938 0
c 0 0 31.9494

Atoms and the computed forces on them: element, x, y, z (angstrom), force x, y, z (eV/angstrom)
Si 10.6296 0.0013 24.4214 0.0008 0.0573 0.1794
Si 5.0813 0.1285 24.6641 -0.0143 0.0495 0.1759
Si 2.8239 2.2963 24.5356 0.0376 -0.0124 0.1651
Si 8.5724 2.4398 24.5657 0.0011 -0.0504 0.1807
Si 10.7136 5.5923 24.3384 -0.0505 0.0087 0.2082
Si 5.1636 5.6156 24.457 -0.0464 0.0391 0.1597
Si 2.9903 7.956 24.4095 0.0155 -0.0356 0.2224
Si 8.4211 7.838 24.4212 0.017 -0.0577 0.1843
Si 1.2955 1.1319 25.8463 0.0186 -0.0058 0.0343
Si 6.8179 1.3309 25.75 0.0287 0.0042 -0.0385
Si 3.9883 4.0127 25.7419 -0.0013 0.0146 -0.0298
Si 9.6895 4.0261 25.8569 0.0307 0.0057 0.0082
Si 1.3421 6.7956 25.681 0.0245 0.0171 -0.0484
Si 6.8086 6.7269 25.7575 0.0066 0.017 0.0137
Si 4.0022 9.4737 25.9598 -0.007 0.0001 0.0207
Si 9.4867 9.4433 25.8111 0.0065 0.0089 -0.0288
Si 2.6382 -0.1304 27.3089 -0.0378 -0.024 0.0223
Si 8.1483 -0.0608 27.1578 -0.0665 -0.0316 -0.0044
Si 0.0856 2.6617 27.2221 0.0062 0.0121 0.0162
Si 5.4599 2.7296 27.1225 0.0143 0.0035 -0.0161
Si 2.6737 5.422 27.1231 -0.0329 -0.0435 -0.0316
Si 8.201 5.3794 27.1464 -0.0218 -0.0174 -0.0327
Si 0.0211 8.1598 27.1432 -0.0253 -0.0095 -0.0138
Si 5.5147 8.1495 27.1919 0.0088 0.0023 0.0039
Si 4.0974 1.341 28.5087 -0.0637 -0.0703 0.0424
Si 9.5467 1.3218 28.5158 0.0303 0.0491 0.0457
Si 1.4012 4.0736 28.5892 -0.1089 0.0062 -0.0814
Si 6.8145 4.0698 28.5374 -0.0013 0.0093 -0.0207
Si 4.084 6.7775 28.4966 0.0204 0.0908 0.0686
Si 9.5686 6.7899 28.4915 -0.0446 0.0045 0.0863
Si 1.2851 9.4768 28.6612 0.1128 0.1 -0.2059
Si 6.8281 9.5449 28.5856 -0.0162 0.003 -0.0816
Si -0.045 -0.0188 29.947 -0.0294 0.0687 0.0456
Si 5.4535 -0.0057 29.9201 -0.0108 0.0293 0.0098
Si 2.7771 2.723 29.9215 0.0266 -0.093 0.0038
Si 8.1865 2.7111 29.8923 0.0371 -0.0253 -0.002
Si -0.0162 5.4444 29.9114 0.0226 0.0263 0.0002
Si 5.4581 5.4513 29.9032 0.0119 0.0075 0.0062
Si 2.7377 8.1491 29.9262 0.0587 -0.0882 0.0343
Si 8.2243 8.182 29.9012 0.0382 -0.0675 -0.0232
Si 1.3687 1.3757 31.27 -0.0118 0.0003 0.0006
Si 6.8269 1.3784 31.286 -0.0231 -0.0029 -0.0094
Si 4.1195 4.0898 31.2982 0.0058 0.0366 0.0188
Si 9.5471 4.0876 31.2774 -0.014 -0.0128 -0.0001
Si 1.3625 6.8128 31.2966 -0.0322 0.0117 0.0131
Si 6.8275 6.8464 31.2656 -0.0008 0.0067 -0.0025
Si 4.0854 9.5634 31.2844 -0.0071 -0.0007 0.0002
Si 9.5467 9.556 31.3099 0.0026 -0.0251 0.0276
Si 2.731 0.0174 0.7039 0.0224 0.0237 -0.0008
Si 8.2021 0.0292 0.6994 0.0074 0.0156 -0.0182
Si 0.0082 2.7495 0.7022 -0.0143 0.0009 -0.0178
Si 5.4858 2.7589 0.7371 0.0254 -0.0145 0.0392
Si 2.7478 5.466 0.7062 -0.005 -0.0039 -0.0234
Si 8.2015 5.4966 0.6941 0.006 0.0149 -0.0332
Si 0.0116 8.2182 0.7258 0.0076 -0.0177 0.0381
Si 5.4734 8.225 0.7108 0.0021 -0.0079 -0.0011
Si 4.0953 1.3917 2.0923 -0.0106 0.0082 -0.0017
Si 9.5973 1.3716 2.0739 0.0758 -0.019 -0.0268
Si 1.3604 4.1413 2.0727 -0.0737 0.0486 -0.0036
Si 6.841 4.172 2.0894 -0.1033 0.0045 -0.0203
Si 4.0915 6.857 2.0757 0.0311 0.0483 -0.0106
Si 9.577 6.8463 2.0903 0.0248 0.0349 0.0078
Si 1.3622 9.627 2.0956 -0.0373 0.0362 -0.0151
Si 6.8313 9.6389 2.0596 -0.0708 0.0039 -0.0262
Si 0.0199 0.0465 3.5277 -0.1594 0.011 -0.0761
Si 5.4734 0.0426 3.4742 0.0435 -0.007 -0.0706
Si 2.6988 2.7761 3.432 0.0707 -0.0019 0.0501
Si 8.2698 2.8165 3.3657 -0.0097 -0.0898 0.1148
Si 0.0305 5.5116 3.4955 -0.0149 -0.1097 -0.1397
Si 5.4699 5.5473 3.488 -0.0073 0.0651 -0.0026
Si 2.7108 8.2385 3.4248 0.0685 -0.1135 -0.0075
Si 8.232 8.3075 3.3853 -0.117 -0.1001 0.062
Si 1.3605 1.4804 4.8934 0.0537 0.0053 0.0821
Si 6.9023 1.4906 4.726 0.048 0.0565 -0.0606
Si 4.0302 4.1678 4.8004 -0.0157 -0.0174 -0.0115
Si 9.6028 4.1192 4.827 -0.2051 -0.0282 0.027
Si 1.3301 6.9561 4.8582 0.1383 0.2446 0.0508
Si 6.8659 7.0118 4.7807 0.1149 -0.1443 -0.0012
Si 4.0806 9.5772 4.7965 -0.0042 -0.0113 0.0159
Si 9.5893 9.5652 4.8613 0.2511 0.0053 0.1182
Si 2.7386 0.016 6.1466 -0.0694 0.0391 0.1475
Si 8.2753 0.1397 6.0965 -0.0019 -0.0288 -0.0805
Si 0.002 2.8465 6.3717 0.0007 0.0531 -0.0483
Si 5.5333 2.8668 6.0626 0.0094 0.0878 0.152
Si 2.7019 5.6019 6.1986 -0.0015 -0.0443 -0.0983
Si 8.4063 5.7423 6.0346 0.0226 0.1215 0.5207
Si -0.0869 8.1507 6.3812 -0.2776 -0.0593 0.7006
Si 5.486 8.3234 6.2397 0.0029 -0.0373 -0.0649
Si 4.4061 1.2121 7.317 0.0151 0.0179 -0.2339
Si 9.8082 1.1408 7.6281 0.095 -0.1219 -0.2431
Si 1.0355 4.6442 7.6045 -0.1398 0.0066 -0.3595
Si 6.7285 4.607 7.1936 -0.0503 -0.1683 -0.3334
Si 4.333 6.6935 7.5432 0.1103 0.0061 -0.1883
B 9.7155 6.6025 7.6696 0.4679 -0.0137 -1.1442
Si 1.2147 9.8213 7.6534 0.1402 0.2851 -0.2912
Si 6.6969 9.9957 7.4181 -0.0601 0.0594 -0.0786
O 9.5941 1.2459 23.985 -0.0224 -0.0065 -0.095
O 4.114 6.8099 23.9524 0.0036 -0.0225 -0.0946
O 4.0161 1.2445 24.0337 0.0005 0 -0.0865
O 9.5422 6.7078 23.9025 0.0068 -0.0005 -0.0959
O -0.1559 5.6899 8.1002 0.0762 -0.1671 -0.1009
O 5.5545 0.1694 7.9393 0.035 -0.0581 0.0796
O 0.0428 0.0305 8.091 -0.0029 0.0273 0.1253
O 5.5688 5.6179 7.848 -0.077 0.0535 0.1357
O 7.6517 3.9207 8.3607 0.0362 -0.0707 0.2589
O 8.821 7.0579 8.6713 -0.3864 0.2206 0.5651
O 2.1721 9.4129 9.0008 0.0891 -0.1058 0.2071
O 8.9064 1.6481 8.9454 -0.1117 0.0828 0.2385
O 7.6308 9.4601 8.6702 0.0109 0.0023 0.1964
O 3.5239 1.9298 8.5053 -0.0628 0.0963 0.2452
O 3.6058 7.1899 8.9596 -0.0699 0.1025 0.2646
O 1.9548 4.0955 8.8778 0.2214 -0.1004 0.3649
O 8.1431 3.4913 23.3593 -0.0619 0.063 -0.1839
O 0.4545 4.9371 22.9536 0.0564 -0.0811 -0.1915
O 1.9101 2.7511 23.2432 -0.0827 0.0401 -0.186
O 5.8356 4.911 23.1205 0.078 -0.0731 -0.1784
O 5.5364 10.0035 23.4961 0.0357 -0.054 -0.1484
O 2.4466 8.6887 23.0226 -0.074 0.0798 -0.2096
O 0.1954 10.072 23.084 0.0763 -0.0849 -0.201
O 7.7941 8.581 23.0756 -0.0748 0.0797 -0.1773
Si 8.6684 7.7009 18.4356 -0.0116 0.0061 -0.007
Si 8.7868 6.3501 13.6189 -0.0021 0.0379 -0.2364
Si 3.808 1.5215 14.6992 -0.0172 0.005 -0.193
Si 2.1437 5.7461 17.6147 -0.0165 -0.0058 -0.0487
Si 2.4232 3.1467 19.4891 -0.0306 0.0171 0.103
Si 9.8153 9.015 12.0535 -0.0251 -0.0595 -0.4088
Si 1.3362 9.4213 22.0756 -0.0049 -0.0143 0.3132
Si 9.1819 0.9468 13.1808 -0.0015 -0.0092 -0.2663
Si 1.4257 5.0443 13.0144 0.0008 -0.0026 -0.2262
Si 1.8014 8.2461 12.8035 0.0015 -0.0013 -0.3808
Si 6.6619 9.5614 22.4232 0.02 -0.0339 0.2726
Si 4.5321 4.5904 15.6814 -0.0032 0.0134 -0.1727
Si 8.21 3.0078 9.5585 -0.0366 0.0074 -0.4786
Si 0.852 8.2479 19.2548 0.0079 0.0178 0.1181
Si 6.961 1.3546 21.0838 -0.0001 0.003 0.1802
Si 8.2664 8.2778 9.6018 0.153 -0.2134 -0.5818
Si 10.8941 5.2062 15.5965 -0.0131 0.0195 -0.1859
Si 7.5747 9.493 16.303 0.0009 0.0113 -0.1319
Si 9.9408 2.0626 20.29 0.0033 0.0172 0.1352
Si 3.2231 8.5002 9.8972 -0.0968 -0.0247 -0.4884
Si 6.6987 3.3542 17.3978 -0.01 0.0153 -0.0244
Si 1.1742 0.2116 19.8005 0.0087 -0.0209 0.1102
Si 3.2223 2.797 12.2683 0.025 0.0012 -0.342
Si 7.224 5.3984 19.6801 0.0141 -0.0272 0.1297
Si 5.7833 8.6382 11.4859 0.0468 -0.0416 -0.3828
Si 5.7929 6.0579 13.1737 0.0295 0.0237 -0.2827
Si 4.6419 9.707 17.6143 -0.0078 -0.005 -0.0298
Si 1.0289 3.6037 22.1734 0.009 0.0365 0.2961
Si 4.9053 1.4871 18.7938 0.0257 -0.0057 0.0433
Si 3.12 3.1417 9.5001 -0.0286 0.0125 -0.4607
Si 6.465 10.7879 13.7541 0.0151 -0.0167 -0.2532
Si 10.3553 0.1132 15.9608 0.0049 0.0042 -0.1521
Si 5.6315 3.6551 11.1138 0.0424 -0.0374 -0.3699
Si 9.8394 3.8852 11.9005 -0.0549 0.0027 -0.3569
Si 2.3507 9.9184 15.536 -0.0114 -0.0283 -0.1719
Si 6.0874 8.1296 19.7953 -0.0085 0.0259 0.1282
Si 6.939 3.9747 22.3742 -0.0121 0.0139 0.2856
Si 9.7589 2.779 17.3548 0.0263 0.0117 -0.0179
O 7.1964 6.3635 13.9604 0.0087 -0.0077 0.085
O 1.8926 7.0599 18.6652 0.0052 -0.0083 -0.0109
O 10.2927 4.0389 16.5153 -0.0198 -0.0411 0.0615
O 6.1721 9.9583 17.0364 -0.0221 0.0046 0.0347
O 10.1556 0.6852 14.4526 0.0483 -0.0239 0.1652
O 8.456 6.1203 18.8584 0.0059 0.0087 -0.0204
O 5.1721 0.6521 14.3777 -0.0325 0.0202 0.0825
O 5.7219 2.0611 17.5133 0.0002 -0.0045 0.004
O 8.3558 1.9508 20.5437 0.0243 -0.0011 -0.0592
O 1.9997 4.3019 18.3993 0.0018 0.0044 -0.0178
O 6.9255 2.8083 10.5694 -0.1055 0.021 0.2049
O 4.8566 2.6851 12.1716 -0.0518 -0.0362 0.1518
O 6.0325 4.393 16.329 0.0279 -0.0173 0.0502
O 4.5054 3.9529 9.9286 0.0599 0.0178 0.1958
O 10.6987 2.7799 21.5477 -0.0458 -0.0444 -0.1147
O 9.7304 6.164 14.9535 0.0503 -0.0301 0.117
O 6.0168 6.4937 19.8357 -0.001 0.0029 -0.0392
O 4.092 0.1732 18.2711 0.0017 0.0003 -0.0013
O 9.2716 10.5413 12.2515 -0.0115 0.1096 0.1513
O 2.8526 4.3401 12.6896 -0.0297 0.036 0.1115
O 1.9182 10.7038 21.2083 -0.0018 0.0452 -0.1182
O 4.0008 2.7237 19.3796 0.0086 -0.0088 -0.0246
O 0.7395 10.0434 15.9594 -0.0134 0.0077 0.0462
O 1.2859 9.8068 18.8318 -0.002 -0.01 -0.0333
O 1.7198 1.6671 19.271 0.0085 0.0037 -0.0274
O 8.9447 10.3861 16.4851 -0.0106 -0.0075 0.0428
O 4.8854 8.5886 18.7857 -0.0106 0.0009 -0.0246
O 9.5768 8.7421 10.4635 0.1182 0.0755 0.292
O 6.7499 4.0969 18.844 -0.005 -0.0105 -0.0312
O 2.8401 1.7006 13.3816 0.0173 -0.0463 0.1535
O 5.8401 8.7784 21.26 -0.0209 -0.048 -0.1452
O 2.5137 2.4397 10.8497 -0.0028 -0.0325 0.2685
O 7.6177 4.8508 21.1683 0.0147 0.0488 -0.1463
O 5.2359 7.4601 12.5078 -0.012 -0.0732 0.1495
O 0.4307 9.043 12.4847 0.0504 0.0069 0.1278
O 7.5893 1.0348 13.5558 -0.0371 -0.0048 0.092
O 7.1168 9.6146 14.7292 0.0242 -0.0293 0.1367
O 8.9786 5.0141 12.6977 -0.0189 0.0585 0.1425
O 8.0994 8.0341 16.9065 0.0051 -0.0114 0.0311
O 6.2204 2.576 21.8954 0.0002 -0.0523 -0.1077
O 2.457 9.0585 14.1026 0.0256 0.0744 0.1845
O 0.4214 4.478 11.8582 0.0473 0.0292 0.1282
O 0.8239 8.3176 20.9281 -0.0162 -0.0316 -0.1479
O 9.3702 3.8171 10.352 0.0754 0.0453 0.2323
O 9.6617 2.3715 12.5263 -0.0028 -0.0654 0.1248
O 7.6321 8.5689 19.3865 0.0175 -0.0096 -0.0269
O 2.5707 8.1793 11.3621 -0.0712 -0.014 0.3257
O 4.0028 3.0417 15.3383 0.0119 0.034 0.0702
O 0.8425 4.4874 14.4321 -0.0356 -0.0018 0.1389
O 10.0611 2.9979 18.9462 -0.0049 0.0084 -0.0395
O 9.136 7.7912 12.9185 -0.0266 -0.0937 0.165
O 10.5211 0.5403 20.073 0.0034 -0.0061 -0.0426
O 6.034 5.0173 11.9168 -0.0103 0.1042 0.1861
O 8.158 2.7499 17.0068 -0.0102 -0.003 0.0095
O 3.5332 5.4633 16.7029 -0.0181 0.0129 0.0467
O 4.6827 9.1238 10.3527 0.0743 0.0003 0.1958
O 1.5465 6.6644 13.1626 -0.0082 -0.0474 0.0916
O 4.7619 5.4851 14.3187 -0.0498 -0.0521 0.1596
O 2.0549 3.8586 20.9193 0.0468 -0.0172 -0.1419
O 10.5504 1.412 16.9328 -0.0054 0.0182 0.036
O 0.9498 6.0731 16.5461 0.0316 0.0025 0.0638
O 7.3495 10.9553 21.9259 0.0066 0.0535 -0.1017
O 5.9424 0.9166 19.9077 -0.0419 -0.0007 -0.0759
O 6.1223 9.9877 12.3626 0.0191 0.1066 0.1887
O 2.8644 0.5378 15.5838 -0.0103 -0.0193 0.0559
O 7.0707 7.9644 10.6966 -0.1627 0.0177 0.237
O 10.2546 8.0193 18.6808 -0.0133 -0.0072 -0.0161
O 3.4518 9.195 16.5717 0.0382 -0.0067 0.0579

Results
free energy: -137021.667 eV
free energy less fixed offsets of B -154.04, O -568.88, Si -635.61 eV per atom: 5.463 eV

The program warned: the cutoff lies below the one the program advises for these potential files; the exchange-correlation potential is rough where the density is thin.
